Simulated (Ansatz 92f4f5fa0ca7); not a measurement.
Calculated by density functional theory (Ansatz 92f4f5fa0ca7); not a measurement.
Periodic cell of 240 atoms, Si128O80H32, with a vacuum gap, from a study of silicon, its oxide and their interface. The atomic structure is a simulated model.

Settings
functional: r2SCAN
potential files: Ansatz PAW
basis: plane waves
wave-function cutoff: 800 eV
density cutoff ratio: 5
exchange-correlation grid ratio: 1
k mesh: 1 x 1 x 1, shifted by 0.5 0.5 0 of a step
self-consistency stop: 1e-11 eV per atom in the density residual
occupations: fixed
spin: none
net charge: 0
applied field: sawtooth along c, amplitude -0.015 V/angstrom in the program's sign convention, ramp centred at 0.9884 of c and 0.0233 of c wide, no dipole correction

Cell vectors (angstrom)
a	10.88	0	0
b	0	10.88	0
c	0	0	42.9531

Atoms: element, x, y, z (angstrom)
Si	-1.7763	-4.2299	29.4289
Si	0.6691	-1.5014	29.2638
Si	-1.5083	0.7499	29.3551
Si	1.3859	-7.3796	29.273
Si	-6.8493	-4.753	29.4108
Si	-4.06	-2.0996	29.2526
Si	3.6213	1.2969	29.1923
Si	-4.6377	-6.9404	29.3113
Si	-0.2914	-3.0462	30.7386
Si	2.438	-0.3851	30.4074
Si	-0.2619	-8.5309	30.5356
Si	2.4632	-5.8764	30.7014
Si	-5.6748	-3.1416	30.6102
Si	-3.0403	-0.4496	30.6174
Si	5.1305	2.3623	30.6338
Si	-3.0022	-5.8386	30.6049
Si	-1.6859	-1.7319	32.0668
Si	1.1024	0.9557	31.8936
Si	-1.6251	-7.2048	31.921
Si	1.0947	-4.4653	31.978
Si	3.7836	-1.732	31.8482
Si	6.4972	0.9562	31.9259
Si	3.8045	3.6693	32.0685
Si	-4.3416	-4.4851	32.015
Si	-3.0145	-3.1217	33.3833
Si	-0.2661	-0.3603	33.315
Si	-2.9913	-8.5703	33.2772
Si	-0.2876	-5.8359	33.299
Si	2.469	-3.0925	33.2823
Si	5.1283	-0.3982	33.2684
Si	2.4174	2.2913	33.334
Si	5.1727	-5.8329	33.3688
Si	1.3318	-1.3793	9.6826
Si	4.0783	1.3626	9.6545
Si	1.3782	4.0723	9.5491
Si	4.0658	-4.0903	9.6009
Si	6.8317	-1.3433	9.6294
Si	-1.3834	1.3452	9.636
Si	6.8037	4.084	9.6731
Si	-1.3611	-4.0501	9.6708
Si	2.7074	-0.0053	10.9938
Si	5.4444	2.7113	11.0294
Si	2.7166	5.3928	10.9306
Si	5.4342	-2.7097	10.9049
Si	-2.704	-0.0148	11.0515
Si	0.0099	2.7496	10.8833
Si	8.17	5.4642	11.0184
Si	-0.0285	-2.715	11.0959
Si	1.3421	1.4101	12.258
Si	4.0884	4.0905	12.3543
Si	1.3352	-4.193	12.3252
Si	4.076	-1.3878	12.3
Si	-4.1097	1.3424	12.4096
Si	-1.3054	4.0859	12.301
Si	6.7779	-4.0282	12.3016
Si	-1.3397	-1.3288	12.5237
Si	-0.1823	0.4017	13.7019
Si	2.4958	2.9155	13.6077
Si	0.2584	-5.7718	13.7483
Si	2.9561	-3.0463	13.5033
Si	5.5781	-0.2562	13.6941
Si	-2.4634	2.542	13.5798
Si	5.2282	5.7136	13.6202
Si	-3.0637	-2.4607	13.694
Si	-1.8645	2.0724	24.5513
Si	3.0233	-6.2213	24.4928
Si	-5.0156	-2.1047	26.2632
Si	-0.7945	4.1361	19.1402
Si	3.0769	-1.8871	20.9404
Si	-2.0537	-2.7998	21.3317
Si	3.3823	2.1467	18.6414
Si	2.1531	-2.7552	16.3805
Si	4.2341	1.9304	24.0405
Si	0.0277	-6.3326	24.3533
Si	3.4985	-4.0679	26.5244
Si	-0.0103	-4.8584	16.7354
Si	0.3178	1.3063	18.9649
Si	1.637	-1.823	26.469
Si	4.3347	4.9052	19.4648
Si	4.5053	0.8613	21.3077
Si	4.1113	-2.9944	18.4432
Si	4.3347	1.6284	15.7484
Si	-0.4611	-5.9987	27.2972
Si	0.028	-5.0815	21.5086
Si	3.9433	0.1801	26.4298
Si	-3.0553	-1.9114	23.9276
Si	-2.7405	-8.2175	27.293
Si	7.0645	-2.8517	18.731
Si	3.0243	-4.6512	21.8409
Si	0.2437	-0.6319	21.4994
Si	-4.0934	0.8535	23.0492
Si	0.1929	-0.54	16.4804
Si	-0.3532	-0.4113	24.4456
Si	-2.0137	-2.6053	16.4624
Si	6.5944	3.8662	15.6673
Si	7.1433	4.9067	18.5883
Si	-1.6305	-4.4895	34.6818
Si	1.0869	-1.7533	34.6457
Si	-1.6359	-9.9001	34.6722
Si	1.0661	-7.1967	34.6673
Si	3.8006	-4.4522	34.6818
Si	6.484	-1.7395	34.6741
Si	3.7966	0.9466	34.6639
Si	6.5419	3.6642	34.6684
Si	-0.2653	-3.1221	36.0129
Si	2.4428	-0.4065	36.0109
Si	-0.2884	-8.5426	36.0354
Si	2.4314	-5.8301	36.0233
Si	5.1502	-3.1005	36.0458
Si	-3.0072	-0.3891	36.0222
Si	5.163	2.3113	36.0137
Si	-2.9948	-5.8436	36.0208
Si	1.3541	1.3379	6.9153
Si	4.0899	4.0732	6.9104
Si	1.3514	-4.0666	6.936
Si	4.0779	-1.3539	6.9479
Si	6.7849	1.3728	6.9432
Si	-1.3657	4.0865	6.9439
Si	6.8042	-4.0834	6.9209
Si	9.5236	-1.3637	6.9224
Si	-0.006	-0.0161	8.2953
Si	2.7359	2.6959	8.2438
Si	-0.01	-5.4108	8.2863
Si	2.697	-2.711	8.2932
Si	5.4461	0.0097	8.3003
Si	8.1476	2.7239	8.2974
Si	5.4469	5.4265	8.2779
Si	8.1672	-2.7196	8.2767
O	0.9116	-6.5759	27.9264
O	-3.9415	-0.721	23.3085
O	5.1341	-5.8296	28.8362
O	-1.1125	-3.7511	17.1531
O	-0.0637	4.5154	20.5356
O	-0.395	-0.3273	28.8405
O	-0.3295	-5.3202	15.2105
O	4.4201	0.9118	27.8014
O	0.6505	0.1702	15.1003
O	3.6881	1.4899	22.5728
O	-5.0889	1.5273	24.1247
O	0.2251	-0.0088	22.9896
O	4.8313	0.2482	15.0646
O	-0.2821	-5.5738	25.7496
O	1.4008	4.006	14.1372
O	-1.3788	1.4441	14.1218
O	3.4717	1.2088	25.2734
O	5.9351	5.1748	14.9907
O	1.8231	1.8156	18.7489
O	6.7166	-1.3332	14.1547
O	2.1592	-2.4633	14.7999
O	5.5411	-2.3426	18.7785
O	7.8194	-2.0544	17.5539
O	5.0493	-0.7959	25.7623
O	-1.5956	-1.4153	24.3529
O	-0.1073	4.8465	17.8434
O	7.0983	-4.3976	18.304
O	4.1655	1.593	19.93
O	3.0525	2.1943	14.9566
O	1.5801	-1.527	21.4024
O	-0.1637	-5.3631	23.0853
O	3.1085	-5.0615	23.3833
O	-2.8289	-3.0019	22.7478
O	-1.5464	-7.1644	27.4792
O	-4.089	-7.6123	27.9266
O	-1.1203	-4.0706	21.023
O	-2.6569	-3.1949	15.102
O	4.1056	-0.69	21.2143
O	3.6701	-2.7454	16.9175
O	0.9012	-2.2589	27.8344
O	3.3644	-5.5477	25.9137
O	-4.7799	1.0317	21.591
O	-1.127	-1.3423	16.0281
O	3.7672	-5.7961	20.9683
O	5.9073	4.5246	19.5574
O	2.702	-0.7083	26.9277
O	2.3655	-3.1246	25.8556
O	-1.1057	-1.4978	21.3379
O	-0.9734	-4.7153	28.1015
O	0.2473	0.4991	20.3582
O	4.1296	-4.5855	18.6845
O	-0.1532	0.4402	17.6951
O	3.6827	-3.1824	21.7058
O	4.0861	-4.088	14.087
O	-2.6492	1.5568	23.2283
O	-4.5858	-1.6888	27.7673
O	5.5323	2.6762	15.6036
O	4.957	-3.4378	26.2511
O	-0.844	0.9602	25.1374
O	3.0152	-2.2545	19.3685
O	-3.7994	-2.4439	25.2546
O	1.5463	-6.8846	24.4378
O	-2.9362	-8.4809	25.7173
O	-2.8929	-3.1766	28.8909
O	1.4617	-4.1766	16.7552
O	-1.0126	-7.5256	24.1369
O	7.7357	-2.6215	20.1677
O	1.3182	-1.5453	17.0406
O	4.104	-7.3613	24.197
O	-2.3507	4.518	19.2826
O	7.0087	4.1482	17.1827
O	7.9093	3.3884	14.8761
O	3.569	3.7549	18.6266
O	0.735	-1.1699	25.3295
O	2.4675	-8.4958	28.7557
O	-0.6926	2.5472	19.0007
O	3.9672	1.4436	17.307
O	3.2633	-4.1149	28.1201
O	-2.3176	1.3012	28.0472
O	1.5067	-4.4778	21.3188
H	0.5556	-3.9448	36.9453
H	-1.0976	-2.3109	36.9453
H	3.2668	-1.2262	36.9433
H	1.6248	0.419	36.9433
H	-1.1098	-7.7204	36.9678
H	0.5333	-9.3645	36.9678
H	3.2548	-6.6504	36.9557
H	1.6121	-5.0058	36.9557
H	4.3265	-2.2807	36.9782
H	5.9708	-3.9236	36.9782
H	-2.1932	-1.2187	36.9546
H	-3.8281	0.4335	36.9546
H	5.9885	1.4932	36.9461
H	4.3449	3.1368	36.9461
H	-2.1703	-6.6627	36.9533
H	-3.8154	-5.0207	36.9533
H	0.5401	2.1675	5.9829
H	2.1864	0.5267	5.9829
H	4.9079	3.2477	5.9779
H	3.2682	4.8951	5.9779
H	0.5269	-3.2475	6.0036
H	2.1728	-4.8888	6.0036
H	4.8972	-2.1782	6.0155
H	3.257	-0.5312	6.0155
H	7.6087	0.5529	6.0108
H	5.961	2.1924	6.0108
H	-0.5447	3.2639	6.0114
H	-2.1912	4.9046	6.0114
H	5.9809	-3.2631	5.9884
H	7.6224	-4.9088	5.9884
H	8.703	-0.5406	5.99
H	10.3442	-2.1867	5.99

Results
free energy: -128008.560 eV
free energy less fixed offsets of H -15.71, O -570.45, Si -639.56 eV per atom: -6.160 eV

Forces (eV/angstrom), in the order of the atoms: element, x, y, z
Si	0.0097	0.0022	-0.0165
Si	0.0037	-0.0038	-0.0227
Si	0.0008	0.0097	-0.0208
Si	0	0.0044	-0.0192
Si	-0.001	0.0025	-0.0195
Si	-0.0041	-0.0063	-0.0259
Si	0.0052	0.005	-0.0219
Si	0.001	-0.0002	-0.0152
Si	-0.0095	0.0049	-0.0122
Si	-0.0103	0.0027	-0.0124
Si	0.0111	-0.0035	-0.0103
Si	0.0105	-0.0051	-0.0137
Si	0.0091	-0.0073	-0.0112
Si	0.0054	-0.0049	-0.0113
Si	-0.0096	0.008	-0.0123
Si	-0.0082	0.0073	-0.014
Si	0.0056	-0.0048	0.0056
Si	0.001	0.0019	0.0059
Si	-0.0044	0.0042	0.0095
Si	-0.0018	-0.0074	0.0125
Si	-0.0004	-0.0081	0.0083
Si	0.0018	0.0034	0.01
Si	-0.0039	0.0022	0.0053
Si	0.0013	-0.0007	0.002
Si	-0.0118	-0.0079	0.0084
Si	0.0019	-0.0013	0.0142
Si	0.0023	0.0015	0.0215
Si	-0.0039	0.0004	0.0206
Si	0.0109	0.0006	0.0228
Si	-0.0053	-0.01	0.0239
Si	-0.0033	0.0065	0.0113
Si	0.0065	0.0085	0.0126
Si	-0.0018	-0.0101	-0.0211
Si	0.0054	0.0118	-0.0178
Si	0.0076	-0.0021	-0.0127
Si	-0.0063	-0.0096	-0.0133
Si	0.0001	-0.0026	-0.0154
Si	0.0022	0.0019	-0.0174
Si	-0.0026	-0.0078	-0.0174
Si	0.0022	0.004	-0.0182
Si	-0.0005	0.0047	-0.0114
Si	-0.0043	0.0014	-0.0087
Si	-0.0028	-0.0051	-0.003
Si	-0.0018	0.0063	-0.003
Si	0.0002	0.0004	-0.0081
Si	0.0002	0.0037	-0.0064
Si	0.0007	0.0008	-0.0088
Si	-0.0041	-0.0008	-0.0085
Si	-0.0068	0.0084	0.0191
Si	-0.0008	0.0051	0.0192
Si	0.0036	-0.0089	0.015
Si	0.0043	-0.0099	0.0116
Si	0.0007	-0.0094	0.0143
Si	-0.0007	-0.0078	0.0097
Si	-0.0069	0.0055	0.0117
Si	-0.0039	0.0081	0.0161
Si	-0.008	0.0028	-0.0355
Si	0.0002	0.0091	-0.0294
Si	0.0027	-0.0068	-0.0395
Si	0.0036	-0.0017	-0.0245
Si	0.0091	0.0001	-0.0266
Si	-0.0006	-0.0003	-0.0175
Si	-0.0036	0.0057	-0.0324
Si	-0.0049	0.0052	-0.0331
Si	0.009	-0.0081	-0.0479
Si	0.0004	0.0039	-0.0607
Si	0.0042	-0.0039	-0.0524
Si	-0.0036	-0.004	-0.0591
Si	-0.0006	-0.0051	-0.0436
Si	-0.0014	0.0018	-0.061
Si	-0.0006	-0.0176	-0.058
Si	-0.0072	0.0007	-0.0718
Si	-0.0023	0.0123	-0.0564
Si	0.0031	0.0063	-0.0607
Si	0.0022	-0.0058	-0.061
Si	-0.0033	0.0133	-0.0524
Si	-0.0013	-0.0016	-0.0622
Si	-0.0005	0.0068	-0.0558
Si	0.0041	0.0004	-0.046
Si	-0.0175	-0.0053	-0.0609
Si	0.0079	-0.0083	-0.0451
Si	-0.0035	-0.0039	-0.056
Si	-0.0021	-0.0026	-0.0546
Si	-0.0002	-0.0041	-0.0528
Si	-0.0045	-0.0026	-0.0564
Si	0.0139	-0.0061	-0.061
Si	0.0039	0.0041	-0.0468
Si	0.0006	0.0017	-0.052
Si	0.0068	0.0014	-0.0567
Si	0.0002	0.0082	-0.0596
Si	-0.0145	0.0028	-0.0463
Si	0.0018	-0.0043	-0.0576
Si	-0.0036	0.0043	-0.0536
Si	-0.0005	-0.0023	-0.0505
Si	-0.008	-0.004	-0.0494
Si	-0.006	0.0027	-0.0536
Si	-0.0128	0.0176	0.1792
Si	-0.0029	-0.0029	0.1744
Si	-0.0015	-0.0117	0.1873
Si	0.0133	-0.0113	0.1855
Si	-0.0002	-0.0188	0.1819
Si	0.0158	-0.0072	0.1862
Si	-0.0078	0.0133	0.1811
Si	-0.0063	0.0075	0.1774
Si	0.0019	0.0149	0.2985
Si	-0.0103	-0.0079	0.3878
Si	-0.039	0.0273	0.3415
Si	0.0079	0.0212	0.2224
Si	-0.037	0.0181	0.3673
Si	-0.0219	0.0135	0.2145
Si	0.0311	-0.0187	0.2857
Si	0.0488	-0.0756	0.4099
Si	0.0629	-0.0296	-0.2825
Si	0.0427	-0.0578	-0.3736
Si	-0.0524	0.0375	-0.4449
Si	-0.0184	0.0228	-0.25
Si	0.0146	0.027	-0.3859
Si	-0.0371	0.0347	-0.2785
Si	0.0027	-0.0271	-0.2564
Si	-0.0036	-0.016	-0.3426
Si	-0.0181	0.0121	-0.1935
Si	0.0081	-0.0139	-0.1848
Si	-0.0059	-0.0047	-0.179
Si	0.0088	0.0033	-0.1795
Si	-0.0038	-0.0032	-0.1789
Si	-0.0022	0.0041	-0.1771
Si	0.0047	0.0031	-0.1893
Si	-0.0028	0.0073	-0.1873
O	0.0109	-0.0101	0.0371
O	0.0092	-0.0029	0.0148
O	0.0048	-0.0027	0.0146
O	-0.001	-0.0012	0.0178
O	0.0002	0.0135	0.0305
O	0.0014	0.0032	0.0151
O	0.001	0.0048	0.0357
O	-0.0027	0.0041	0.0403
O	-0.0029	-0.0017	0.0286
O	-0.005	0.0108	0.0431
O	-0.001	0.0016	0.0258
O	-0.0129	0.0061	0.045
O	-0.0095	0.0141	0.0266
O	-0.0014	-0.004	0.0469
O	-0.0021	-0.0023	0.0192
O	0.0061	0.0021	0.0158
O	0.0025	-0.0137	0.0399
O	0.0094	-0.0052	0.0296
O	-0.0009	-0.0021	0.0164
O	-0.0002	-0.0077	0.0101
O	-0.0002	0.0029	0.024
O	-0.0013	0.0017	0.0215
O	-0.0178	-0.0016	0.0328
O	-0.0002	-0.0051	0.0134
O	0.0023	0.0045	0.0167
O	-0.0002	-0.0118	0.0335
O	-0.0078	0.0089	0.0105
O	0.0093	-0.0115	0.0486
O	0.015	-0.0121	0.0307
O	-0.0074	-0.0047	0.0069
O	-0.002	-0.01	0.0503
O	-0.0006	-0.0167	0.0452
O	-0.0064	0.0074	0.0353
O	-0.0007	0.0006	0.0179
O	-0.0141	0.0065	0.0295
O	0.0027	0.0037	0.0165
O	0.0138	0.0015	0.0272
O	0.001	0.0061	0.014
O	0.0117	0.003	0.0258
O	-0.0098	0.0014	0.0442
O	0.0003	0.0154	0.0318
O	0.008	0.0003	0.0314
O	0.0044	-0.005	0.0185
O	-0.0106	0.0099	0.038
O	-0.0152	-0.0039	0.0167
O	0.0028	-0.0027	0.0137
O	-0.0017	0.0061	0.0147
O	0.0013	-0.0005	0.0218
O	-0.0094	0.0108	0.0294
O	0.0022	-0.0189	0.0307
O	0.004	-0.0122	0.0308
O	0.0057	0.018	0.0334
O	-0.0007	-0.008	0.0121
O	-0.0037	0.005	0.0032
O	0.0118	0.0039	0.0307
O	0.0042	-0.0035	0.0451
O	-0.0006	-0.0025	0.0157
O	-0.0006	0.0007	0.0177
O	0.0001	0.0061	0.016
O	-0.0092	0.0114	0.0326
O	-0.0224	0.0027	0.0402
O	-0.0024	0.0004	0.0136
O	-0.0026	0.0068	0.0493
O	-0.004	0.0001	0.0101
O	-0.0001	-0.0013	0.0141
O	-0.0014	-0.0045	0.0145
O	0.0149	0.0011	0.0331
O	0.003	0.0021	0.0086
O	-0.0012	0.0051	0.022
O	0.0092	-0.0021	0.0224
O	0.0025	0.0086	0.0416
O	-0.0141	0.0038	0.0284
O	0.0036	-0.0044	0.0152
O	0.0156	-0.0132	0.0363
O	-0.0044	0.0014	0.0184
O	0.0038	-0.0069	0.0122
O	-0.0104	0.0034	0.0384
O	0.0027	-0.0087	0.0376
O	0.0101	-0.0098	0.0309
O	0	-0.0032	0.0235
H	-0.3007	0.367	-0.2578
H	0.2915	-0.2445	-0.2749
H	-0.3602	0.3141	-0.2591
H	0.2632	-0.2739	-0.2756
H	0.3388	-0.3267	-0.2456
H	-0.2666	0.2614	-0.2756
H	-0.2588	0.2803	-0.2795
H	0.3078	-0.3596	-0.2517
H	0.3305	-0.3492	-0.2332
H	-0.2427	0.2842	-0.2783
H	-0.2797	0.2496	-0.2831
H	0.3576	-0.3005	-0.248
H	-0.3544	0.3061	-0.249
H	0.2715	-0.2698	-0.2834
H	-0.3398	0.338	-0.2339
H	0.2453	-0.2812	-0.2925
H	0.2457	-0.2951	0.2833
H	-0.3836	0.2668	0.2409
H	-0.3193	0.3737	0.2302
H	0.2696	-0.2529	0.2869
H	0.3484	-0.3187	0.2456
H	-0.2668	0.2631	0.292
H	-0.2965	0.2642	0.2936
H	0.3441	-0.2963	0.2728
H	-0.2606	0.2708	0.2825
H	0.3376	-0.3424	0.2682
H	-0.2525	0.2918	0.2962
H	0.3025	-0.3423	0.2609
H	0.2789	-0.285	0.2755
H	-0.3028	0.3339	0.2584
H	0.2714	-0.261	0.2763
H	-0.3195	0.3362	0.2549

The program warned: the cutoff lies below the one the program advises for these potential files; the forces do not sum to zero within the program's tolerance; empty levels may hold ghost states of the PAW files; the exchange-correlation potential is rough where the density is thin.
